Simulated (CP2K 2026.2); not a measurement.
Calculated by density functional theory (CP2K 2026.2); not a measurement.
Periodic cell of 508 atoms, Si360O148, from a study of silicon, its oxide and their interface. The atomic structure is a simulated model.
Doubt: the forces sum to 1.37 eV/angstrom along one axis rather than to zero, so they err by at least 0.0027 eV/angstrom per atom on average; the grid cutoff is modest.

Settings
functional: PBE
method: Gaussian and plane waves
basis set: DZVP-MOLOPT-SR-GTH
pseudopotentials: GTH-PBE
grid cutoff: 300 Ry, relative cutoff 40 Ry
k points: Gamma only
occupations: fixed
spin: none
net charge: 0

Cell vectors (angstrom)
a	16.32	0	0
b	0	16.32	0
c	-0.7741	3.2856	33.9861

Atoms and the computed forces on them: element, x, y, z (angstrom), force x, y, z (eV/angstrom)
Si	-1.997	-0.747	2.777	-0.077	0.084	0.064
Si	0.74	1.95	2.708	-0.232	0.226	0.536
Si	-1.066	3.667	2.698	0.031	0.013	-0.003
Si	1.858	6.503	2.689	-0.07	-0.039	-0.006
Si	-2.002	4.611	0.69	0.078	-0.372	0.62
Si	1.187	7.84	0.835	0.261	-0.35	0.681
Si	4.058	-1.528	1.833	0.056	0.1	0.103
Si	-6.61	1.735	29.234	0.074	0.116	-0.062
Si	3.603	4.751	2.696	-0.224	0.198	0.474
Si	6.715	7.004	2.764	0.348	-0.303	0.202
Si	4.548	9.3	2.453	-0.456	0.331	0.107
Si	-8.762	-4.672	2.869	0.116	-0.169	0.642
Si	-6.159	-1.899	2.97	0.113	-0.142	0.678
Si	-3.835	1.094	2.804	0.008	0.008	-0.004
Si	5.13	-7.697	-4.695	0.045	-0.015	-0.095
Si	-6.047	4.815	1.855	0.046	-0.086	-0.07
Si	-7.06	-6.427	2.901	0.016	-0.012	-0.047
Si	-4.439	-3.594	3.061	-0.213	0.157	0.556
Si	-0.169	0.166	4.016	0.022	-0.004	-0.128
Si	2.559	2.95	3.896	0.039	-0.026	-0.054
Si	0.038	5.448	3.896	0.019	-0.049	-0.026
Si	2.89	8.23	3.944	0.043	-0.011	-0.044
Si	0.31	-5.142	4.178	-0.204	-0.177	0.795
Si	2.517	-2.926	4.23	0.146	0.145	0.828
Si	5.274	0.25	3.817	-0.344	0.44	0.354
Si	-7.788	3.146	4.386	-0.084	-0.054	-0.078
Si	5.387	5.562	4.083	-0.015	-0.18	-0.02
Si	-8.134	8.199	4.14	0.024	0.023	-0.038
Si	5.6	-5.492	3.957	0.02	0.072	-0.053
Si	-7.955	-2.874	4.151	0.031	0.029	-0.089
Si	-5.384	-0.022	4.178	-0.065	-0.026	-0.033
Si	-2.698	2.683	4.11	0.005	0.035	-0.049
Si	-6.095	4.802	4.195	-0.024	-0.007	0.097
Si	-2.917	7.974	4.043	0.114	-0.002	0.66
Si	-5.422	-5.397	4.215	-0.021	0.051	-0.06
Si	-2.748	-2.5	4.215	-0.034	-0.023	-0.084
Si	-1.381	1.418	5.574	-0.011	0.021	-0.027
Si	1.314	4.191	5.43	-0.052	0.035	0.009
Si	-1.354	6.756	5.301	-0.014	0.032	-0.019
Si	1.451	9.5	5.364	-0.027	0.048	0.014
Si	-1.347	-3.988	5.411	0.061	0.001	-0.006
Si	1.261	-1.267	5.348	-0.021	-0.053	-0.011
Si	3.947	1.543	5.242	0.043	-0.012	-0.061
Si	6.731	4.176	5.483	-0.003	0.035	0.05
Si	4.116	6.924	5.486	-0.039	0.034	0.009
Si	6.805	-6.81	5.511	0.001	0.024	0.01
Si	4.178	-4.154	5.392	-0.062	-0.028	-0.01
Si	-9.47	-1.664	5.48	0.468	-0.188	0.332
Si	-6.798	1.333	5.498	0.039	-0.047	0.063
Si	-4.178	4.003	5.366	-0.028	0	0.077
Si	-6.852	6.71	5.408	0.004	-0.061	0.049
Si	-4.087	-6.856	5.436	0.015	-0.016	0.021
Si	-6.716	-4.114	5.673	0.028	-0.005	0
Si	-4.076	-1.27	5.671	-0.038	-0.009	0.017
Si	-2.692	0.064	6.966	0.007	-0.011	-0.009
Si	0.026	2.788	6.827	0.006	-0.016	0.004
Si	-2.755	5.41	6.688	-0.015	0.007	-0.026
Si	0.01	8.143	6.681	-0.028	0.019	0.001
Si	-2.702	-5.433	6.735	0.003	-0.018	0.034
Si	-0.008	-2.647	6.803	0.014	-0.012	0.019
Si	2.707	0.063	6.658	0.061	-0.009	0
Si	5.363	2.74	6.727	0.009	-0.015	0
Si	2.716	5.516	6.773	0.019	0.002	-0.002
Si	5.455	-8.118	6.897	0.031	-0.013	0.024
Si	2.792	-5.487	6.773	-0.002	0.026	0.021
Si	5.486	-2.895	6.896	-0.019	0.051	-0.01
Si	-8.225	-0.06	6.745	-0.025	-0.043	-0.027
Si	-5.407	2.649	6.866	0.001	0.041	-0.05
Si	-8.238	5.499	6.876	0.031	0.007	-0.042
Si	-5.455	8.084	6.77	0.012	-0.007	-0.014
Si	-8.157	-5.481	6.902	-0.04	0.027	-0.017
Si	-5.41	-2.692	6.959	-0.016	0.019	0.064
Si	-1.335	-1.349	8.235	-0.01	-0.007	0.004
Si	1.39	1.378	8.129	-0.001	0.006	-0.004
Si	-1.397	4.105	8.142	-0.024	0.016	-0.001
Si	1.335	6.828	8.136	-0.022	0.015	-0.01
Si	-1.327	9.521	8.078	0.015	0.007	-0.013
Si	1.396	-4.067	8.083	0.013	0	-0.019
Si	4.077	-1.358	8.046	-0.002	0	-0.017
Si	6.745	1.349	8.085	0.023	0.022	-0.036
Si	4.057	4.115	8.125	-0.001	-0.018	0.014
Si	6.787	6.842	8.258	-0.016	-0.008	0.028
Si	4.078	-6.79	8.231	-0.006	0.005	-0.01
Si	6.813	12.148	8.3	0.038	-0.002	0.004
Si	-6.852	-1.342	8.21	-0.011	-0.01	-0.015
Si	-4.074	1.383	8.295	-0.016	-0.036	0.03
Si	-6.816	4.073	8.138	0.025	0.006	-0.064
Si	-4.059	6.77	8.118	0.003	-0.032	0
Si	-6.788	-6.875	8.182	0.016	-0.005	0.009
Si	-4.027	-4.106	8.197	-0.007	-0.006	-0.008
Si	0.038	0.031	9.532	0.007	-0.003	0.008
Si	2.723	2.74	9.499	0	0.019	0.007
Si	-0.024	5.465	9.497	-0.019	-0.008	-0.002
Si	2.694	-8.161	9.532	0.011	-0.004	0.014
Si	0.025	-5.431	9.456	0	-0.006	-0.007
Si	2.731	-2.7	9.463	0.006	-0.004	0.005
Si	5.412	-0.014	9.465	-0.008	0.007	0.011
Si	8.131	2.702	9.471	-0.015	-0.004	-0.009
Si	5.414	5.437	9.531	-0.011	0.001	0.01
Si	8.172	8.16	9.597	-0.006	-0.005	0.006
Si	5.424	10.841	9.628	0.017	-0.005	0.035
Si	8.15	-2.729	9.576	0.018	0.013	-0.003
Si	-5.471	-0.001	9.573	-0.009	-0.007	0.007
Si	-2.7	2.761	9.579	-0.01	0.001	0.013
Si	-5.433	5.425	9.501	-0.001	0.01	-0.02
Si	-2.698	8.161	9.462	-0.005	0.016	-0.013
Si	-5.424	-5.473	9.515	-0.007	-0.012	0.003
Si	-2.697	-2.729	9.56	0.011	-0.003	0.01
Si	-1.336	1.368	16.303	-0.004	0.002	-0.001
Si	1.412	4.087	16.294	0.014	0	-0.025
Si	-1.329	6.844	16.316	0.017	-0.008	-0.009
Si	1.352	-6.791	16.336	-0.004	-0.008	-0.002
Si	-1.368	-4.08	16.344	-0.007	0.01	0.005
Si	1.363	-1.344	16.335	0.005	-0.015	0.004
Si	4.075	1.386	16.355	-0.004	0.003	0
Si	6.772	4.065	16.352	-0.021	-0.001	0.009
Si	4.091	-9.539	16.313	-0.011	-0.004	-0.01
Si	6.793	9.492	16.314	0.006	0.002	-0.003
Si	4.062	-4.078	16.342	0.002	0	0.001
Si	6.775	-1.36	16.304	0.018	0.014	0
Si	-6.845	1.334	16.293	0.003	-0.004	-0.001
Si	-4.083	4.101	16.304	-0.007	0.004	0.001
Si	-6.808	6.785	16.34	-0.002	0.006	0.011
Si	-4.061	9.534	16.345	-0.003	0.008	0.009
Si	-6.802	-4.096	16.298	0.01	0	-0.012
Si	-4.089	-1.384	16.286	-0.001	-0.01	-0.014
Si	-2.721	-0.014	17.614	-0.019	0.019	0.002
Si	0.075	2.723	17.64	0.007	0	-0.002
Si	-2.708	5.493	17.633	-0.028	0.003	-0.005
Si	0.019	8.178	17.728	-0.029	-0.011	-0.011
Si	-2.71	-5.436	17.74	-0.006	0.015	0.005
Si	0.012	-2.72	17.685	-0.008	-0.011	0.007
Si	2.692	0.046	17.707	-0.011	0.02	0.007
Si	5.42	2.73	17.76	-0.009	0.003	0.007
Si	2.774	5.408	17.694	0.007	-0.017	-0.001
Si	5.456	-8.211	17.686	0.012	-0.004	-0.002
Si	2.699	-5.439	17.708	-0.009	0.016	-0.005
Si	5.436	-2.712	17.68	0.01	-0.018	-0.004
Si	-8.218	-0.006	17.681	0.004	-0.007	-0.013
Si	-5.475	2.709	17.6	0.006	0.001	-0.013
Si	-8.189	5.428	17.703	0.015	0.006	0.013
Si	-5.423	8.151	17.673	0.024	-0.011	0.016
Si	-8.184	-5.439	17.65	-0.014	0.001	0
Si	-5.45	-2.74	17.66	0.012	0.002	-0.005
Si	-1.311	-1.293	18.994	0.012	0.008	-0.014
Si	1.401	1.439	19.13	0.014	-0.017	-0.015
Si	-1.311	4.11	18.89	0.009	0.016	-0.015
Si	1.428	6.783	19.011	0.007	0.028	-0.014
Si	-1.345	-6.797	19.126	0.002	0.002	-0.006
Si	1.313	-4.104	19.093	-0.01	-0.028	0.015
Si	4.066	-1.333	19.005	0.017	-0.003	0.008
Si	-9.54	1.355	19.098	-0.009	0.018	0.051
Si	4.079	4.085	19.18	0.005	0.019	-0.022
Si	-9.577	6.721	19.121	-0.03	0	0.018
Si	4.11	-6.813	18.999	-0.017	0.023	-0.019
Si	-9.528	-4.081	19.039	0.003	-0.014	-0.012
Si	-6.876	-1.42	18.984	-0.02	-0.028	-0.008
Si	-4.146	1.316	18.914	-0.012	0.015	0
Si	-6.8	4.049	18.999	0.007	-0.016	-0.004
Si	-4.024	6.843	19.056	0.02	0.021	0.008
Si	-6.846	9.486	18.974	0.001	0.028	-0.023
Si	-4.088	-4.051	19.07	0.02	-0.015	-0.018
Si	-0.017	0.096	20.42	-0.021	-0.013	-0.021
Si	2.752	2.759	20.623	0.001	-0.01	0.015
Si	0.03	5.427	20.298	-0.011	0.005	0
Si	2.845	8.1	20.357	0.009	-0.05	-0.01
Si	0.004	-5.478	20.549	0.008	0.024	-0.027
Si	2.712	-2.69	20.337	-0.019	-0.025	-0.051
Si	5.351	0.014	20.439	-0.01	-0.004	0.022
Si	-8.14	2.729	20.425	-0.026	-0.012	-0.009
Si	5.451	5.36	20.636	0.001	0.004	0.019
Si	-8.199	8.141	20.363	0.024	0.066	0.03
Si	5.434	-5.454	20.374	0.002	-0.016	-0.038
Si	-8.205	-2.732	20.44	0.009	0.012	-0.009
Si	-5.549	-0.031	20.272	-0.011	0.036	0.021
Si	-2.714	2.718	20.101	-0.045	0.014	-0.024
Si	-5.4	5.415	20.291	-0.007	-0.036	-0.048
Si	-2.711	-8.118	20.527	0.012	0.018	-0.029
Si	-5.531	-5.468	20.328	0.025	0.034	-0.011
Si	-2.653	-2.631	20.342	-0.034	-0.061	0.03
Si	-1.504	1.49	21.651	0.049	-0.031	0.054
Si	1.252	4.149	21.865	-0.007	-0.035	0.065
Si	-1.252	6.754	21.741	-0.008	0.009	0.021
Si	1.5	-6.942	21.75	-0.068	0.026	0.01
Si	-1.413	-4.023	21.822	0.009	-0.025	0.055
Si	1.441	-1.266	21.683	0.006	0.056	0.036
Si	4.184	1.384	22.012	0.01	0.051	0.048
Si	-9.447	3.931	21.982	-0.027	-0.024	0.02
Si	4.085	6.819	21.938	-0.019	-0.044	-0.008
Si	-9.535	9.51	21.749	0.006	0.031	0.039
Si	4.048	-4.06	21.669	-0.019	-0.005	0.056
Si	6.725	-1.343	21.761	0.045	0.017	-0.04
Si	-6.811	1.317	21.742	0.013	-0.023	-0.074
Si	-3.978	4.03	21.515	0.018	0.013	-0.028
Si	-6.799	6.72	21.6	0.03	0.016	0.125
Si	-4.193	-6.717	21.791	0.057	0.011	0.034
Si	-6.847	-4.14	21.763	0.023	-0.018	0.013
Si	-4.104	-1.263	21.604	0.101	0.022	0.018
Si	-3.338	0.608	22.868	-0.161	0.12	-0.499
Si	-0.653	3.234	23.005	-0.049	0.218	-0.573
Si	1.525	7.448	28.067	0.202	0.016	-0.031
Si	0.546	7.635	23.038	0.211	-0.27	-0.564
Si	-2.132	-7.965	-1.963	-0.027	0.144	-0.16
Si	-0.115	-2.401	22.96	0.147	-0.397	-0.66
Si	2.581	0.146	23.234	0.154	-0.078	-0.763
Si	6.108	2.08	23.388	0.032	-0.008	0.003
Si	3.078	5.054	25.24	-0.198	0.175	-0.519
Si	5.57	8.151	23.278	-0.024	-0.036	0.051
Si	2.92	-5.592	23.047	0.395	-0.296	-0.34
Si	5.401	-2.771	23.079	-0.041	0.015	0.068
Si	-8.475	0.238	23.088	-0.19	0.342	-0.329
Si	-4.986	2.354	22.8	-0.012	0.047	0.071
Si	-7.983	5.374	23.145	-0.365	0.246	-0.315
Si	-5.538	-8.246	23.016	-0.35	0.425	-0.418
Si	-8.18	-5.513	23.195	0.035	0.069	-0.008
Si	-5.125	-2.964	22.83	0.192	-0.294	-0.479
Si	-1.718	-0.747	24.773	-0.019	0.087	0.169
Si	0.372	1.411	25.146	-0.066	-0.006	-0.119
Si	-2.309	4.999	22.88	-0.038	-0.021	0.073
Si	2.265	5.862	23.154	0.015	0.041	0.02
Si	0.113	-7.585	25.989	0.022	0.029	-0.077
Si	1.621	-3.734	25.109	-0.248	-0.084	0.363
Si	4.144	-1.912	24.877	0.304	-0.176	-0.605
Si	-5.66	1.261	26.548	0.013	-0.008	-0.065
Si	-10.825	2.981	25.563	0.193	-0.295	-0.509
Si	-8.937	7.106	24.433	0.141	0.216	-0.503
Si	4.757	-6.243	24.41	0.203	0.039	-0.615
Si	6.37	-4.459	24.364	-0.01	-0.231	-0.521
Si	-6.588	-1.287	25.125	-0.083	-0.003	-0.163
Si	-2.223	-3.008	26.843	-0.004	-0.101	-0.149
Si	-5.697	3.638	24.605	0.31	-0.306	-0.568
Si	0.168	5.075	29.026	0.05	-0.025	0.062
Si	-7.314	-7.409	24.32	-0.086	-0.08	0.051
Si	-3.406	-4.759	22.92	-0.126	0.184	-0.715
Si	-7.563	-2.526	-2.494	-0.122	0.15	-0.026
Si	-4.626	2.518	-3.83	-0.42	-0.426	-0.183
Si	1.676	5.606	-3.261	0.028	0.004	-0.01
Si	-9.745	-2.908	0.603	0.127	-0.03	0.059
Si	-3.657	5.909	24.545	0.356	-0.296	-0.421
Si	-4.348	-5.912	-1.122	0.018	0.043	-0.051
Si	-0.246	6.194	-1.104	0	-0.043	-0.104
Si	0.136	-5.978	-2.926	-0.053	-0.01	-0.048
Si	-3.706	1.604	28.706	-0.12	-0.001	-0.024
Si	-6.481	-6.761	26.38	-0.605	0.03	-0.098
Si	-4.179	7.355	-3.868	0.001	-0.105	0.133
Si	-1.17	-6.721	1.916	-0.021	0.053	0.147
Si	4.346	6.746	27.461	-0.083	-0.118	0.045
Si	-9.663	-4.454	-1.979	-0.067	0.031	0.001
Si	-10.467	-7.371	-1.659	-0.161	0.03	-0.06
Si	-3.876	2.609	-0.731	-0.525	0.094	0.409
Si	-8.163	7.278	-0.589	0.126	-0.533	0.398
Si	-4.844	-8.116	28.376	-0.021	-0.105	-0.004
Si	-1.903	0.906	-4.256	-0.061	0.046	0.039
Si	-5.172	2.549	1.211	-0.068	-0.049	-0.11
Si	4.574	-3.096	-3.495	-0.055	0.147	-0.038
Si	-7.96	3.157	-2.413	-0.005	0.136	-0.092
Si	-7.231	-1.263	0.073	-0.008	-0.002	0.179
Si	-8.069	-5.856	27.875	0.424	-0.294	-0.326
Si	5.174	-6.59	27.4	-0.001	0.124	0.011
Si	1.64	3.216	27.245	-0.007	0.055	-0.147
Si	-2.608	7.925	26.7	-0.127	0.082	-0.115
Si	0.409	-4.68	26.799	0.369	0.209	-0.316
Si	3.568	-6.47	0.223	0.479	0.07	0.622
Si	-4.346	6.449	1.789	-0.396	-0.438	-0.006
Si	-3.739	-5.482	25.927	-0.067	-0.057	0.063
Si	-10.403	-2.756	27.023	0.021	-0.183	-0.273
Si	-9.452	5.343	27.024	-0.019	0.041	-0.03
Si	2.183	-7.944	-4.322	-0.038	-0.069	0.009
Si	-10.719	2.225	-1.929	0.026	0.006	0.004
Si	-7.111	1.735	0.243	0.609	0.115	0.423
Si	-1.676	0.569	-1.193	0.041	0.074	0.047
Si	-2.69	-4.382	0.549	-0.029	0.083	0.196
Si	2.639	2.891	-2.456	-0.1	-0.045	-0.036
Si	-10.72	3.607	0.85	-0.053	0.013	0.074
Si	4.327	2.039	28.237	0.111	-0.126	-0.051
Si	7.953	5.682	1.109	0.354	0.41	0.21
Si	-4.89	-5.946	-3.948	0.058	-0.017	-0.104
Si	1.721	-1.516	-0.113	-0.08	-0.014	0.11
Si	-7.653	-2.653	27.78	0.034	-0.063	-0.043
Si	1.058	1.331	-0.384	-0.022	-0.02	0.063
Si	-6.758	6.049	-3.133	0.104	-0.081	-0.104
Si	-6.058	-7.31	0.945	-0.196	0.158	0.618
Si	2.369	-4.208	-1.572	0.195	-0.077	0.029
Si	-10.147	-0.702	-3.05	-0.072	0.015	-0.058
Si	-8.999	2.095	2.706	0.48	0.463	0.487
Si	-1.096	-1.709	0.836	-0.294	0.27	0.559
Si	-6.645	1.5	-4.593	0.681	0.35	-0.028
Si	-2.071	-4.574	-4.604	-0.095	-0.044	0.052
Si	-1.337	1.374	10.901	0.004	0.006	0.002
Si	1.345	4.091	10.857	-0.006	-0.012	-0.008
Si	-1.364	6.821	10.871	0.001	0.015	-0.004
Si	1.35	-6.779	10.871	-0.001	0.016	0.004
Si	-1.324	-4.096	10.872	0.003	0.004	0.002
Si	1.382	-1.36	10.865	0.009	0.005	0.001
Si	4.077	1.36	10.846	0.001	0.007	-0.001
Si	6.792	4.065	10.855	0.016	0.007	0.009
Si	4.059	6.797	10.889	-0.009	-0.012	0.001
Si	6.804	9.499	10.96	-0.005	0	0.012
Si	4.061	-4.052	10.893	-0.002	0.013	0.006
Si	6.766	-1.351	10.879	0.002	-0.018	0.001
Si	-6.837	1.374	10.89	0.011	0.004	0.002
Si	-4.085	4.103	10.911	-0.004	-0.002	0.013
Si	-6.776	6.776	10.895	0.002	-0.006	0.012
Si	-4.057	-6.822	10.862	0.006	-0.014	-0.004
Si	-6.784	-4.103	10.891	-0.016	-0.004	-0.009
Si	-4.086	-1.371	10.899	-0.02	-0.021	-0.008
Si	-2.717	0.003	12.242	0.001	0.002	-0.011
Si	0.014	2.737	12.254	0.002	-0.002	0.002
Si	-2.717	5.469	12.254	-0.012	0.01	-0.001
Si	-0.002	-8.143	12.234	-0.005	0.003	0.006
Si	-2.702	-5.452	12.219	0.001	0.002	-0.006
Si	0.019	-2.721	12.23	0.006	-0.014	-0.002
Si	2.729	0.003	12.224	-0.002	-0.014	0.002
Si	5.437	2.709	12.214	0.004	-0.014	0.001
Si	2.704	5.437	12.236	-0.002	0.012	-0.001
Si	5.424	8.134	12.277	0.017	-0.004	0.001
Si	2.704	-5.425	12.247	-0.007	0.008	-0.001
Si	5.427	-2.709	12.258	-0.008	0.013	0.013
Si	-8.19	0.004	12.24	-0.007	0.009	0.008
Si	-5.456	2.725	12.248	-0.008	0.007	-0.002
Si	-8.163	5.418	12.229	0.009	-0.009	-0.003
Si	-5.418	8.15	12.239	0.005	0.003	-0.005
Si	-8.152	-5.439	12.277	-0.002	0.003	0.007
Si	-5.435	-2.739	12.251	0.013	-0.006	0.001
Si	-1.354	-1.37	13.589	-0.01	-0.001	-0.007
Si	1.374	1.357	13.595	0.005	0.006	-0.002
Si	-1.348	4.104	13.606	0.006	-0.006	-0.003
Si	1.36	-9.507	13.593	0	-0.01	-0.002
Si	-1.353	-6.788	13.601	-0.016	0.003	0
Si	1.357	-4.068	13.622	-0.002	0.007	0.005
Si	4.07	-1.345	13.61	0.006	0.01	0.001
Si	6.772	1.36	13.601	-0.005	0.012	0.01
Si	4.086	4.074	13.574	-0.013	-0.013	-0.016
Si	6.807	6.773	13.609	-0.012	-0.009	-0.002
Si	4.062	9.521	13.609	0.001	0.007	-0.009
Si	6.786	-4.08	13.619	0.025	-0.001	0
Si	-6.814	-1.367	13.581	0.004	-0.022	-0.008
Si	-4.082	1.366	13.603	-0.003	-0.014	0.003
Si	-6.82	4.071	13.611	0.003	0.009	0.006
Si	-4.073	6.815	13.626	0.001	0.01	0.008
Si	-6.781	9.504	13.606	0.008	0.003	-0.008
Si	-4.065	-4.102	13.589	-0.002	0.005	-0.003
Si	0.005	-0.007	14.946	-0.006	-0.012	-0.003
Si	2.746	2.717	14.942	0.012	0	-0.001
Si	0.02	5.46	14.969	-0.006	0.013	0.004
Si	2.711	-8.161	14.978	-0.007	-0.003	0
Si	-0.006	-5.431	14.976	-0.005	0.007	-0.003
Si	2.721	-2.705	14.976	0.011	0.015	-0.006
Si	5.414	0.016	14.975	-0.007	-0.007	0
Si	8.123	2.715	14.964	-0.002	-0.018	-0.007
Si	5.441	5.416	14.957	0.019	0.006	-0.006
Si	8.171	8.145	14.96	0.017	0.011	-0.003
Si	5.42	10.871	14.977	-0.017	-0.013	0.005
Si	8.155	-2.715	14.959	-0.01	0.014	0.01
Si	-5.456	-0.01	14.943	-0.002	0	-0.001
Si	-2.71	2.737	14.957	0.013	0.024	-0.004
Si	-5.456	5.442	14.955	-0.01	-0.011	-0.01
Si	-2.706	8.186	14.97	0.006	0.005	-0.003
Si	-5.422	-5.453	14.96	0.01	-0.007	-0.002
Si	-2.714	-2.74	14.947	-0.011	-0.026	-0.005
O	-0.23	-5.75	2.779	0.09	0.281	-0.461
O	-8.777	-1.627	0.405	-0.374	0.503	-0.083
O	1.431	-4.043	3.73	0.046	-0.042	-0.363
O	3.162	-2.321	2.887	0.025	-0.142	-0.19
O	4.412	-5.908	28.657	-0.21	-0.44	0.452
O	-3.929	6.884	3.323	-0.224	-0.336	0.301
O	-10.757	-1.161	4.559	-0.345	-0.355	-0.121
O	1.896	4.39	26.144	-0.5	0.205	-0.006
O	-2.174	-2.119	25.489	-0.329	-0.278	-0.203
O	-0.472	2.667	24.551	-0.204	-0.052	0.294
O	1.518	-8.026	26.678	0.472	0.1	-0.121
O	0.016	-8.136	24.488	-0.418	-0.013	0.019
O	-0.611	5.044	-0.033	0.36	-0.155	0.162
O	-3.149	-5.092	24.488	0.249	0.106	0.079
O	0.566	-2.703	24.422	-0.227	0.123	0.489
O	1.424	1.046	23.96	0.224	0.271	0.072
O	3.355	-0.558	24.493	-0.006	0.364	0.278
O	1.122	1.881	26.494	0.073	-0.422	0.46
O	1.781	-4.92	24.019	-0.199	-0.309	-0.071
O	-7.89	-0.655	24.368	-0.352	0.141	0.015
O	5.056	1.952	26.775	0.055	-0.506	0.081
O	-9.205	6.561	25.971	-0.016	0.518	0.168
O	-4.573	7.054	23.86	0.13	-0.035	0.189
O	-0.782	-3.649	27.154	0.014	0.338	0.53
O	-2.238	-7.47	2.854	-0.148	0.295	-0.338
O	-0.144	-5.994	26.016	-0.25	0.027	-0.062
O	-6.732	-2.184	-1.15	0.512	-0.342	0.039
O	1.203	1.413	1.222	0.454	-0.35	-0.02
O	3.02	2.952	28.024	-0.116	0.464	0.375
O	-6.533	-0.107	-4.683	-0.103	-0.063	-0.2
O	3.775	6.329	25.991	-0.099	0.304	-0.541
O	-6.347	-1.515	1.387	0.125	0.167	-0.255
O	-3.26	1.78	-4.302	0.04	-0.156	-0.355
O	-9.538	0.79	3.511	0.608	-0.197	-0.029
O	-9.589	-6.152	27.371	-0.151	0.103	-0.046
O	-1.032	8.056	26.895	0.031	-0.372	0.544
O	-8.74	-1.422	-2.692	0.106	0.088	0.071
O	-5.276	-6.124	0.176	0.137	0.176	0.265
O	-5.351	-5.611	26.013	-0.236	0.348	-0.011
O	1.42	-0.154	-0.937	-0.057	-0.178	-0.625
O	-9.668	7.803	-0.866	-0.596	-0.16	0.522
O	-3.404	-7.223	-1.311	-0.241	-0.004	0.054
O	-10.279	0.685	-2.227	0.065	-0.061	0.02
O	-2.974	5.872	1.109	0.164	0.263	-0.014
O	-8.983	-4.133	1.33	-0.187	-0.253	-0.506
O	-10.659	8.111	2.08	0.072	-0.39	-0.411
O	-4.757	-6.552	28.777	0.418	0.282	-0.046
O	-10.365	2.86	2.251	-0.732	-0.113	0.489
O	-5.688	-2.268	24.213	-0.104	-0.116	0.321
O	-3.861	-4.008	1.587	0.049	-0.157	-0.055
O	-7.606	1.893	-3.35	-0.33	-0.382	0.192
O	-4.963	7.804	1.13	0.224	0.218	-0.175
O	-0.643	1.813	-4.682	-0.032	0.395	-0.248
O	-7.048	0.262	-0.423	0.1	-0.097	-0.472
O	-9.67	-5.977	-1.495	0.45	0.198	0.083
O	-9.153	-2.046	27.765	-0.146	0.831	0.125
O	-6.561	-2.543	-3.735	0.279	-0.468	-0.197
O	-1.985	-5.8	0.884	-0.17	-0.279	-0.612
O	-3.407	-4.61	-0.888	-0.093	0.361	-0.373
O	-3.141	-6.95	26.211	0.079	-0.081	0.128
O	-4.263	-1.404	-4.385	0.132	0.019	0.659
O	5.054	-1.654	26.204	-0.111	0.627	0.257
O	5.132	8.137	27.515	0.4	-0.051	0.031
O	-9.669	3.96	26.188	0.464	-0.003	-0.361
O	-3.087	1.188	-0.728	0.004	-0.357	-0.096
O	-3.448	-5.22	-4.06	0.056	0.399	0.199
O	-7.258	-7.833	-0.006	-0.167	0.454	-0.062
O	-4.814	-7.535	-4.238	-0.07	-0.125	-0.431
O	-7.581	6.859	-2.03	-0.06	0.312	-0.173
O	3.832	0.621	28.908	-0.132	-0.477	-0.418
O	3.614	-7.208	-4.422	0.089	0.28	-0.078
O	4.181	2.465	-2.644	-0.035	-0.073	-0.397
O	-10.84	5.645	27.855	-0.154	-0.215	0.459
O	3.234	-4.981	-0.406	0.255	0.327	0.208
O	-6.979	-2.197	26.39	0.173	-0.182	-0.022
O	-2.969	0.223	24.438	-0.368	0.076	0.443
O	-10.591	-4.217	-3.282	-0.078	-0.402	-0.56
O	-0.899	-6.947	-2.154	0.182	0.15	0.165
O	-7.171	6.515	-4.625	0.175	0.132	0.005
O	-0.492	1.603	-0.783	-0.127	0.531	0.135
O	-5.706	-0.006	25.565	0.355	0.12	-0.029
O	-6.758	-2.083	29.004	0.144	0.332	-0.101
O	-7.8	-4.258	27.93	0.109	-0.139	0.285
O	-10.244	-3.494	-0.809	-0.367	-0.009	-0.131
O	2.052	2.412	-1.032	0.036	0.454	0.312
O	-1.492	-0.859	-0.485	-0.297	-0.199	-0.233
O	-1.564	7.12	-1.114	-0.415	0.008	0.218
O	4.212	4.392	1.183	-0.12	0.041	-0.464
O	1.048	-6.894	-3.889	0.054	-0.034	-0.043
O	-7.171	4.483	-2.925	-0.092	-0.019	-0.091
O	-5.185	6.474	-2.923	0.076	-0.151	0.416
O	-3.373	7.616	28.084	0.357	-0.416	0.494
O	-2.165	-2.972	-4.706	0.437	-0.105	0.031
O	2.571	4.515	-2.468	0.547	0.109	0.432
O	-7.017	4.465	24.137	-0.051	-0.109	0.283
O	-9.856	-3.826	25.902	0.375	-0.236	0.206
O	2.277	7.112	-3.308	-0.085	0.144	0.488
O	0.532	-1.71	0.985	0.17	-0.164	0.362
O	4.394	-7.242	-0.961	-0.379	-0.519	-0.067
O	-4.691	4.027	-4.437	-0.556	0.046	0.17
O	-4.603	2.712	-2.197	-0.1	0.015	0.135
O	-1.669	0.327	-2.775	0.154	-0.354	0.012
O	-1.177	-1.204	23.314	0.001	0.544	-0.383
O	1.748	2.169	-3.603	-0.158	-0.013	0.161
O	3.175	-1.289	0.526	0.157	0.101	-0.191
O	-2.694	7.646	-3.308	0.328	-0.036	-0.261
O	-0.265	-7.831	1.187	-0.293	-0.307	0.009
O	-3.282	-4.237	26.862	-0.239	0.075	0.439
O	1.059	-5.192	28.181	0.262	-0.328	-0.02
O	1.748	-2.829	-1.026	-0.299	0.173	-0.506
O	-5.312	-5.719	-2.405	-0.488	0.158	0.159
O	-6.721	1.077	27.759	-0.358	-0.675	-0.062
O	-2.871	6.676	25.724	0.44	-0.229	0.183
O	0.199	5.657	-2.569	-0.347	-0.268	-0.134
O	-9.464	4.581	0.525	0.203	0.037	-0.256
O	-2.775	2.916	28.746	0.394	0.002	-0.418
O	4.225	3.897	25.078	-0.036	-0.24	0.069
O	-4.169	1.354	27.173	0.62	0.028	-0.12
O	-8.172	5.266	28.018	0.294	-0.077	0.081
O	4.394	-6.22	26.027	-0.449	0.319	0.224
O	-0.571	0.135	25.516	0.039	-0.321	0.3
O	-10.232	-0.515	-4.672	0.373	0.155	-0.176
O	2.169	-7.242	0.484	-0.262	0.396	-0.209
O	-10.493	-7.714	-3.24	0.29	-0.253	-0.051
O	-1.574	-3.229	0.544	0.492	-0.097	0.067
O	-4.605	4.725	25.151	0.127	-0.127	0.446
O	-9.583	3.261	-2.472	-0.127	0.527	-0.13
O	5.049	-3.451	28.196	0.105	0.249	0.266
O	0.572	3.649	28.381	-0.372	-0.406	0.36
O	5.336	-2.439	1.499	-0.091	-0.266	0.281
O	4.939	-1.715	-2.689	-0.252	0.143	0.569
O	-6.072	2.646	25.828	-0.351	0.121	0.343
O	-8.161	-4.013	-2.34	0.301	-0.548	-0.236
O	3.033	6.926	28.41	0.198	-0.197	0.536
O	-2.62	-1.926	27.937	-0.349	0.264	-0.04
O	3.061	-3.038	25.339	0.114	-0.29	0.263
O	-0.777	-4.909	-3.709	0.222	0.449	0.213
O	-8.285	1.624	1.348	-0.158	-0.325	-0.315
O	4.505	-0.088	2.425	-0.359	0.333	-0.309
O	3.229	-3.781	-2.897	-0.152	-0.201	-0.432
O	-5.786	-8.11	27.054	-0.116	-0.301	-0.213
O	0.575	6.16	27.915	-0.432	-0.099	-0.341
O	0.864	-7.951	29.208	-0.225	0.036	-0.287
O	1.033	6.996	-0.536	0.383	0.169	-0.553
O	5.422	2.533	-0.342	-0.031	-0.429	0.118
O	-2.792	3.795	-0.484	0.066	-0.023	-0.241
O	-7.509	2.82	-0.896	0.059	0.327	0.208
O	1.141	-5.185	-1.954	-0.211	0.043	-0.036

Results
total energy: -103404.681 eV
total energy less fixed offsets of O -438.25, Si -107.07 eV per atom: 1.519 eV
